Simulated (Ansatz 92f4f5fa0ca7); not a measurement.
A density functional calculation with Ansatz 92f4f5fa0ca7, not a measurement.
Periodic cell of 216 atoms, Si133O81H1N1, from a study of silicon, its oxide and their interface. The atomic structure is a simulated model.
Doubt: the cutoff is far below the 930 eV that the study's wrapper takes by default for these files, so forces and energies are approximate.
This geometry differs little from another in the collection (a relaxation step or a small displacement).

Settings: functional PBE; potential files Ansatz PAW; basis plane waves; wave-function cutoff 580 eV; density cutoff ratio 5; exchange-correlation grid ratio 1; k mesh 1 x 1 x 1, Gamma-centred; self-consistency stop 5e-08 eV per atom in the density residual; occupations fixed; spin none; net charge 0.

Cell vectors (angstrom)
a 10.938 0 0
b 0 10.938 0
c 0 0 31.3255

Atoms and the computed forces on them: element, x, y, z (angstrom), force x, y, z (eV/angstrom)
Si 0.222 -0.7082 23.898 -0.0081 0.0094 -0.0092
Si 5.0136 0.3327 23.8907 0.0087 -0.0012 0.0054
Si 3.2224 2.1251 23.7477 -0.0051 0.0025 -0.0123
Si 7.8757 3.0552 23.9577 0.0031 -0.0054 0.0034
Si -0.6063 6.1193 23.9277 0.0023 -0.0121 -0.008
Si 6.1348 4.8892 23.9401 0.0009 0.007 -0.0085
Si 2.1691 8.7608 23.9491 0.0088 -0.0067 0.0009
Si 8.589 7.7322 24.209 0.0074 0.0213 -0.0056
Si 1.3194 1.2535 24.954 -0.0035 -0.0012 0.0043
Si 6.7714 1.3621 25.163 0.0005 -0.0022 0.0012
Si 4.165 3.9717 25.0116 0.0014 0.0061 0.0096
Si 9.5745 4.171 25.1339 0.003 0.0063 0.0024
Si 1.34 6.85 25.0828 0.0019 0.0012 0.0053
Si 6.8105 6.7105 25.2865 -0.0098 0.0014 0.0095
Si 3.9886 9.6163 25.215 -0.0012 -0.0039 0.0017
Si 9.5611 9.4785 25.4088 -0.0078 -0.0052 0.0048
Si 2.6576 0.0473 26.5626 0.0021 0.0054 -0.0045
Si 8.1679 0.0265 26.5462 0.0002 0.0032 -0.0018
Si 0.0329 2.719 26.4209 -0.001 -0.0019 0.0013
Si 5.4612 2.7311 26.5656 0.0009 -0.0027 -0.0109
Si 2.7688 5.4237 26.4101 -0.0005 -0.002 -0.0031
Si 8.2401 5.4414 26.6259 0.0025 -0.0032 -0.0112
Si 0.0697 8.1381 26.6363 0.0011 -0.0004 -0.0094
Si 5.4262 8.2059 26.511 0.0026 -0.0005 -0.0032
Si 4.1018 1.3673 27.9073 -0.2723 0.1222 0.184
Si 9.5708 1.3673 27.9073 0.1114 0.2845 -0.4699
Si 1.3673 4.1018 27.9073 0.1847 -0.1272 -0.7825
Si 6.8362 4.1018 27.9073 -0.0149 -0.1985 0.4148
Si 4.1018 6.8362 27.9073 -0.2486 -0.228 -0.4702
Si 9.5708 6.8362 27.9073 0.2291 -0.1646 0.7427
Si 1.3673 9.5708 27.9073 0.1541 0.0931 0.5808
Si 6.8362 9.5708 27.9073 -0.2141 -0.0773 -0.2034
Si 0 0 29.2745 -0.0233 -0.0822 0.0008
Si 5.469 0 29.2745 -0.096 -0.0986 0.0012
Si 2.7345 2.7345 29.2745 0.0832 -0.0084 0.0239
Si 8.2035 2.7345 29.2745 -0.0178 0.0359 0.0253
Si 0 5.469 29.2745 -0.1367 0.0559 0.0424
Si 5.469 5.469 29.2745 0.0219 -0.0331 -0.0104
Si 2.7345 8.2035 29.2745 -0.0199 0.0666 0.0304
Si 8.2035 8.2035 29.2745 0.0413 -0.0255 -0.0105
Si 1.3673 1.3673 30.6418 -0.0317 0.0073 0.0004
Si 6.8362 1.3673 30.6418 0.0647 -0.0049 -0.0425
Si 4.1018 4.1018 30.6418 -0.0291 0.0423 0.0156
Si 9.5708 4.1018 30.6418 0.0183 -0.0533 -0.0195
Si 1.3673 6.8362 30.6418 0.0486 -0.0245 -0.0272
Si 6.8362 6.8362 30.6418 0.0021 0.0191 0.0005
Si 4.1018 9.5708 30.6418 0.0322 -0.0385 -0.0137
Si 9.5708 9.5708 30.6418 -0.0352 0.0448 0.0005
Si 2.7345 0 0.6835 0.0481 -0.0535 -0.0204
Si 8.2035 0 0.6835 -0.0653 0.0056 0.0307
Si 0 2.7345 0.6835 -0.0818 0.0351 0.0312
Si 5.469 2.7345 0.6835 0.0346 -0.0393 0.018
Si 2.7345 5.469 0.6835 -0.0424 0.0647 0.0184
Si 8.2035 5.469 0.6835 0.0848 -0.0308 -0.0201
Si 0 8.2035 0.6835 -0.0317 -0.0255 0.0075
Si 5.469 8.2035 0.6835 -0.0114 0.0392 0.0357
Si 4.1018 1.3673 2.0507 -0.1142 -0.0725 -0.055
Si 9.5708 1.3673 2.0507 0.0468 -0.0154 0.0037
Si 1.3673 4.1018 2.0507 0.1273 0.0242 0.0139
Si 6.8362 4.1018 2.0507 0.0264 0.0835 -0.0273
Si 4.1018 6.8362 2.0507 0.0495 -0.0432 0.0018
Si 9.5708 6.8362 2.0507 -0.1331 0.0115 -0.058
Si 1.3673 9.5708 2.0507 0.0237 0.1059 -0.0207
Si 6.8362 9.5708 2.0507 0.1097 -0.0279 0.0412
Si 0 0 3.418 0.2577 0.2713 -0.3494
Si 5.469 0 3.418 -0.4504 0.0185 0.3474
Si 2.7345 2.7345 3.418 0.0355 -0.0218 -0.3999
Si 8.2035 2.7345 3.418 0.1455 0.1203 0.4429
Si 0 5.469 3.418 0.1342 0.3138 0.4873
Si 5.469 5.469 3.418 -0.1144 -0.1039 -0.3212
Si 2.7345 8.2035 3.418 0.0163 0.0181 0.6084
Si 8.2035 8.2035 3.418 0.0212 -0.2824 -0.775
Si 1.3652 1.4186 4.7807 -0.0068 -0.0006 0.0065
Si 6.783 1.3969 4.7903 -0.0036 0.0025 -0.0003
Si 4.1144 4.0689 4.7569 -0.0052 0 0.0091
Si 9.6046 4.1302 4.8426 0.0001 0.0068 0.0021
Si 1.3988 6.8396 4.8934 -0.003 0.0022 0.0039
Si 6.822 6.8561 4.7198 0.0022 0.0004 0.0152
Si 4.0463 9.607 4.8819 -0.0044 -0.0013 0.0011
Si 9.6352 9.4997 4.6688 0.0039 0.0082 0.0166
Si 2.6715 0.1337 6.2825 0.0273 0.0026 -0.0137
Si 8.1888 -0.1047 5.889 0.0034 -0.0122 -0.0059
Si 0.1153 2.8355 6.2422 -0.0099 -0.0087 -0.0042
Si 5.475 2.7935 6.2326 0.0106 0.0042 -0.0078
Si 2.8016 5.373 6.2217 -0.002 0.0002 -0.0047
Si 8.2141 5.5655 6.1177 -0.0118 -0.0234 -0.023
Si 0.0688 8.3693 6.2333 0.0108 -0.0028 -0.0123
Si 5.4678 8.1634 6.1627 0.0067 0.0041 -0.0021
Si 3.7343 1.8608 7.5821 -0.0025 -0.0179 0.0222
Si 9.69 1.144 7.083 0.0066 0.0282 0.0129
Si 1.9963 3.6041 7.6626 0.0007 0.015 0.0103
Si 6.4953 4.6129 7.4147 0.003 -0.0038 0.0103
Si 4.6704 6.2735 7.3564 -0.0064 0.0022 0.0059
Si 9.1282 7.4333 7.2406 0.0166 0.0259 0.0233
Si 0.6504 10.4303 7.4186 -0.0264 -0.019 0.0262
Si 7.3606 9.0667 7.2219 -0.0166 -0.0033 0.0043
N 7.1201 4.1778 9.0329 -0.0046 -0.0006 -0.016
O 7.2541 9.1774 8.9068 0.0041 -0.0016 -0.0052
O 9.2861 7.4249 8.9277 -0.002 -0.0026 -0.0122
O 0.8714 10.4799 9.0755 0.0005 0.0045 -0.0245
O 4.2112 1.4607 9.143 -0.0033 0.0067 -0.0193
O 1.8566 3.9484 9.3092 0.0024 -0.0054 -0.0142
O 8.3916 1.8083 7.9587 -0.0033 -0.0021 -0.0032
O 4.2272 6.5222 8.936 0.005 -0.0043 -0.0054
O 8.2771 8.2533 22.6607 -0.0026 -0.0029 0.0002
O 8.5655 2.2985 22.6243 -0.0017 -0.0027 0.0014
O 6.0653 5.6499 22.4501 -0.0005 -0.0051 0.0082
O 2.7898 2.5595 22.1802 0.0024 0.0008 0.007
O 10.3955 9.9849 22.3829 0.0071 0.0008 0.0028
O 0.1626 3.6666 18.2945 0.003 -0.0022 0.0013
O 2.6386 8.6242 22.3565 0.0003 0.0001 0.0007
O 5.5485 -0.495 22.5458 -0.0009 -0.0002 -0.0016
Si 7.0818 5.2071 10.456 0.0033 -0.0017 0.0097
Si -1.3213 3.8923 11.2252 -0.0016 -0.005 -0.0005
Si 3.28 7.2375 10.0215 -0.0003 0.0065 0.0038
Si 3.1647 13.5037 15.8175 0.0002 -0.0028 -0.0018
Si -1.3165 12.2635 12.751 -0.0006 0.0003 -0.0003
Si -0.2423 5.2571 21.0279 0.0032 -0.0006 -0.0044
Si 6.3589 10.2994 21.1383 0.0005 -0.0009 -0.0089
Si 9.0543 -1.6435 21.6827 -0.0034 -0.0037 -0.0034
Si 6.253 -7.9596 15.1909 0.0012 -0.0047 0.001
Si 1.448 -1.4786 10.1937 0.0032 -0.0057 0.0091
Si 7.8236 2.5847 9.2654 0.0084 -0.0014 0.0125
Si 5.7901 0.7211 18.588 0.0031 0.0029 -0.0035
Si -1.6995 2.527 21.1512 0.0021 -0.0011 -0.0078
Si 7.7158 5.0195 17.0877 0.0005 0.0014 -0.004
Si 6.8898 3.2418 19.4066 0.0037 0.0003 -0.0047
Si 1.5132 4.7354 10.7097 -0.0039 -0.0008 0.0089
Si 5.2334 5.2544 21.1129 -0.0021 0.0034 -0.0075
Si 3.4383 -0.2246 16.8581 -0.0034 -0.0006 -0.003
Si 5.2427 3.7834 12.4342 0.0001 -0.0005 0.0025
Si 9.8675 -1.3975 11.8062 -0.0019 0.003 0.0037
Si -3.5005 11.2302 14.5204 -0.0018 -0.0002 -0.0018
Si 5.091 -1.6926 14.569 0.002 0.0013 0.0027
Si 2.5701 3.8851 21.2498 -0.0001 0.0037 -0.0113
Si 1.6622 3.0113 18.4642 -0.0022 -0.0034 0.0015
Si -0.8202 10.3786 14.6632 -0.0014 0.0019 0.001
Si 8.0466 8.0548 9.8225 -0.0015 0.0041 0.0065
Si 5.0135 8.0198 19.5725 -0.0011 0.0002 -0.0019
Si 13.2618 9.1616 20.8547 -0.001 0.0005 -0.0094
Si 10.7379 -5.696 17.9742 0.0008 -0.0006 -0.0032
Si 5.2015 7.015 16.6075 0 -0.0008 -0.0039
Si 5.1786 12.2832 10.467 0.0055 0.0026 0.0058
Si 11.6013 11.5734 20.0377 -0.0013 -0.0017 -0.0079
Si 4.0154 9.6343 11.6576 -0.0002 -0.001 0.0021
Si -0.2076 8.8464 19.3867 0.0006 0.0006 -0.0036
Si 2.5232 4.3125 13.5723 -0.0005 0 0.0023
Si 2.1841 6.2629 15.9983 0.0001 0.0013 -0.0019
Si 1.0362 8.9359 16.7288 0.0016 -0.0002 -0.0017
O 2.1905 -2.6737 9.3451 -0.0013 0.0016 -0.0007
O 6.1628 8.8635 20.3692 0.001 0.002 0.0012
O 9.2119 2.798 10.0925 -0.0066 0 0.0004
O -0.2673 10.4811 19.2801 0.003 0.0025 0.0034
O 1.0936 8.3184 20.2092 0.0019 0.0008 0.0021
O -2.854 2.2978 20.015 -0.0001 -0.0003 0.0013
O 2.3905 2.9517 14.4447 0.0004 0.0004 -0.0007
O -0.1157 4.8743 10.7511 0.0021 -0.0001 -0.0021
O -1.0092 2.9065 12.4981 0.0001 0.0022 -0.003
O 9.5518 4.1159 21.0486 0.0013 0.0017 0.0014
O 5.7752 4.859 11.3477 0.0004 0.0009 -0.0024
O 14.562 8.7798 19.9593 -0.0003 -0.0001 -0.0001
O 3.7147 -5.9706 21.6193 -0.002 -0.0053 -0.0025
O 9.9113 9.2994 13.4323 0.0002 -0.0013 -0.0023
O 5.8806 3.8712 20.5233 -0.0015 0.0002 0.003
O 5.1165 7.9932 17.9327 0.0004 0.0013 0.0039
O 8.6747 -11.2569 15.4165 0.0015 -0.0003 0.0006
O 9.3306 -5.5027 17.1132 0.0003 -0.0003 0.0008
O 13.1664 -1.1489 17.4493 0.0002 -0.0006 0.0008
O 13.5526 3.6053 19.6494 -0.0023 -0.0024 0.0101
O 1.9962 5.5334 14.5375 0.0001 -0.0005 -0.0012
O 5.7712 11.4908 20.2102 -0.0007 -0.004 0.0051
O 6.5992 -4.7646 16.7872 0 -0.0004 0.0004
O 10.6066 1.6298 20.9159 -0.0025 0.0006 0.0014
O -2.5905 4.8786 11.45 -0.0003 -0.0005 -0.0033
O 4.2332 -2.7921 10.9918 -0.0005 -0.003 -0.0023
O 2.372 6.1182 10.7902 0.002 -0.0014 -0.0012
O 12.7963 -0.1781 20.8602 0.0021 -0.0014 0.002
O 7.0393 6.8019 10.1344 -0.0007 -0.0008 -0.0029
O 22.1092 -2.0668 11.1004 0.0036 0.0015 -0.0038
O 4.072 4.6016 13.2014 0.0019 -0.0003 -0.0009
O 4.7202 14.0174 15.7515 0.0001 0.0015 0.0001
O -0.0343 -2.6071 17.8329 -0.0004 0.0001 0.0016
O 6.0784 13.2488 18.3387 0.0015 -0.0005 -0.0011
O -0.5512 6.2948 22.2471 0.0006 0.0002 0.0039
O 2.5043 14.2196 17.1119 0.0007 0.0012 0.0011
O -2.967 -0.4556 21.3677 0.0011 0.0004 0
O 5.0616 10.7775 11.1188 0.0006 0.0029 -0.0016
O 1.0953 5.7476 17.1128 -0.0006 -0.0007 0.0014
O -4.4718 9.9985 14.126 0.0007 -0.0001 0
O 1.1365 4.5636 21.5409 0.0008 -0.0008 -0.0016
O -4.0674 -0.2789 17.8924 -0.1687 -0.0703 0.0695
O -8.4199 10.1539 11.2227 -0.0005 -0.0008 -0.0009
O 6.6415 1.4047 15.386 0.0001 0.0037 -0.0013
O 3.7586 6.1836 16.5135 0.0017 -0.0002 0.0007
O 4.2885 11.2903 18.1025 0.0009 -0.0005 0.0041
O 6.3161 3.3845 13.6034 -0.0002 0.0011 -0.0033
O 5.388 7.7409 15.1374 0.0006 -0.0015 0.0005
O 0.2559 9.9356 15.7422 0.0012 -0.0005 0.001
O 12.6813 7.8186 15.7854 0.0002 0 0.0005
O -0.3587 11.81 14.0048 -0.0011 -0.0001 -0.0011
O 6.7397 1.6225 10.0355 -0.0007 0.0029 -0.0059
O -0.2419 -5.0282 19.5027 0 -0.0004 0.0049
O -2.8803 22.9118 13.1956 0.0015 0.0007 0.0003
O 5.1679 6.4618 20.0353 0.0004 -0.0034 0.0015
O 1.7898 4.0048 12.1487 -0.0003 0.0003 -0.0047
O -6.5421 9.9278 15.8422 0.0034 -0.0022 -0.001
O 9.4166 -2.4499 20.2846 -0.0014 0.0017 0.0034
O -3.5524 3.8583 15.9791 0 -0.0005 -0.0003
O -6.8153 9.3657 13.2617 -0.0024 0.0009 -0.0055
O 4.7484 2.4373 11.624 0.0005 -0.0036 -0.004
O 2.863 0.9892 15.9575 -0.0007 0.0033 -0.001
O 9.8817 0.2387 11.5297 0.0018 -0.0024 -0.001
O 8.5597 8.7781 11.1904 -0.0006 -0.0028 -0.003
O 7.5043 4.5038 18.6086 -0.0003 -0.0021 0.0032
O 1.3976 12.3979 18.841 -0.001 0.0036 0.0025
H -3.2544 0.0618 17.4992 0.1691 0.0694 -0.0695

Results
free energy: -131014.438 eV
free energy less fixed offsets of H -15.97, N -385.13, O -568.88, Si -635.61 eV per atom: 2.072 eV

The program warned: the cutoff lies below the one the program advises for these potential files; the forces do not sum to zero within the program's tolerance; the exchange-correlation potential is rough where the density is thin.
